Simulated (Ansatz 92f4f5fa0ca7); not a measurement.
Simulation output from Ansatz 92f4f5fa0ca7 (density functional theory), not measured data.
Periodic cell of 238 atoms, Si134O104, from a study of silicon, its oxide and their interface. The atomic structure is a simulated model.

Settings: functional PBE; potential files Ansatz PAW; basis plane waves; wave-function cutoff 700 eV; density cutoff ratio 5; exchange-correlation grid ratio 2; k mesh 2 x 2 x 1, shifted by 0.5 0.5 0.5 of a step; self-consistency stop 5e-08 eV per atom in the density residual; occupations Fermi-Dirac, 0.05 eV; spin none; net charge 0.

Cell vectors (angstrom)
a  11.5983  0  0
b  0  15.4644  0
c  -0.4974  1.6176  23.9063

Atoms: element, x, y, z (angstrom)
Si  0.11  0.2726  -0.5806
Si  -0.1934  4.0861  1.3112
Si  -1.8937  9.3744  -0.2826
Si  -1.7338  11.7443  0.1355
Si  4.3848  0.382  1.0293
Si  5.0365  3.8663  -0.3769
Si  2.5408  7.2749  0.8735
Si  2.183  12.0302  0.3313
Si  7.4001  -0.0807  -2.2265
Si  7.5548  2.7431  -1.8352
Si  5.6091  9.3795  -0.406
Si  6.0452  12.2494  0.5425
Si  -0.9054  0.34  1.5243
Si  1.3574  3.1089  -0.2426
Si  0.2978  8.1262  1.3264
Si  0.0863  11.9982  1.5634
Si  6.5577  -0.1968  -0.0528
Si  3.5016  2.5742  0.8074
Si  3.5218  9.3715  0.5614
Si  8.0244  12.0995  1.7262
Si  8.1491  0.4229  1.6632
Si  9.5885  4.0291  -0.1693
Si  7.5353  8.4071  1.8553
Si  4.0564  12.4007  1.7439
Si  -0.3485  2.3046  2.7881
Si  -0.2789  6.1899  2.6171
Si  0.0626  10.0083  2.8451
Si  -0.1169  14.0027  2.8373
Si  3.6244  3.4213  2.979
Si  3.5756  5.9519  2.8296
Si  3.9538  10.3253  2.8136
Si  4.0895  14.3776  2.9431
Si  7.4821  2.4647  2.8593
Si  7.4101  6.4219  3.0924
Si  7.724  10.2826  3.1778
Si  7.8144  14.047  3.0966
Si  -2.1891  2.4805  4.2957
Si  -2.1549  6.2654  4.2505
Si  -1.885  10.0855  4.3757
Si  -1.8807  14.0469  4.4289
Si  1.6738  2.5493  4.0251
Si  1.6377  6.3247  4.0589
Si  2.0076  10.2125  4.1137
Si  1.9512  14.2605  3.9857
Si  5.5953  2.6088  4.3637
Si  5.5003  6.4715  4.4398
Si  5.7498  10.3261  4.4702
Si  5.8443  14.15  4.4846
Si  -2.0791  0.5865  5.7627
Si  -2.1157  4.3738  5.7023
Si  -2.1171  8.1355  5.7314
Si  -1.9205  12.0746  5.6665
Si  1.7892  0.6548  5.4028
Si  1.7162  4.4267  5.4073
Si  1.8943  8.2648  5.4263
Si  2.0613  12.2643  5.285
Si  5.7101  0.6254  5.8285
Si  5.6846  4.5342  5.8387
Si  5.5835  8.4029  5.8821
Si  5.7654  12.241  5.9111
Si  -0.0529  0.5782  6.9561
Si  -0.0819  4.4692  6.8631
Si  -0.0411  8.2981  6.763
Si  0.1604  12.2276  6.6513
Si  3.5752  0.6613  6.9139
Si  3.5408  4.4629  6.9173
Si  3.5482  8.3095  7.1551
Si  3.6665  12.2379  7.0455
Si  7.695  0.4667  7.3206
Si  7.6977  4.3531  7.2735
Si  7.5456  8.3545  7.3003
Si  7.8379  12.2291  7.1687
Si  -0.4455  3.1972  10.2538
Si  -0.8031  6.1788  9.969
Si  0.466  10.2779  7.8687
Si  0.4868  14.0135  8.1346
Si  2.8817  2.5685  8.158
Si  2.8544  6.2854  8.2531
Si  2.8068  10.3167  8.2177
Si  2.9017  14.2228  8.1116
Si  7.4266  2.4182  8.6296
Si  8.6249  5.5254  9.2263
Si  8.1927  10.3336  8.4579
Si  8.4542  13.9947  8.6601
Si  0.4818  2.5898  8.1335
Si  0.4863  6.4464  8.0681
Si  -1.1756  10.6551  9.4695
Si  -1.0035  13.1357  9.8217
Si  4.7745  3.0435  10.4248
Si  4.6421  5.4539  10.4595
Si  3.996  11.2135  10.8941
Si  3.0268  14.2143  11.1111
Si  8.7361  3.0051  10.4521
Si  7.0363  7.1224  9.3503
Si  6.9571  10.4753  10.4531
Si  7.4887  13.2344  11.4451
Si  -0.061  14.0287  11.9085
Si  -1.15  8.0566  11.4156
Si  5.6101  7.2675  12.829
Si  5.013  6.8589  18.0934
Si  10.2286  10.8621  14.8965
Si  12.7341  4.1785  16.3877
Si  8.2211  7.0112  21.4511
Si  12.9627  15.2488  16.8577
Si  8.7218  2.2822  13.3719
Si  12.1813  8.8349  13.8356
Si  7.2927  8.2738  11.4036
Si  4.4208  16.5231  12.8873
Si  -1.685  0.3957  21.9763
Si  6.2539  0.9355  16.7557
Si  11.3898  0.9771  19.274
Si  8.9077  0.2123  15.5044
Si  6.6792  6.4909  15.586
Si  3.6953  9.6266  13.5966
Si  2.5359  2.1262  20.2339
Si  9.0553  8.3416  16.5191
Si  2.118  1.9401  14.7654
Si  2.3023  7.0704  19.0606
Si  0.6149  12.9814  14.9104
Si  5.7066  -1.461  13.6164
Si  3.7245  12.2183  15.1782
Si  5.094  15.9675  19.3862
Si  6.7039  6.2185  25.5716
Si  11.4848  1.5087  12.6563
Si  8.4992  13.2309  14.1147
Si  3.0205  4.8437  18.8499
Si  -1.4853  2.4134  17.0828
Si  0.3048  7.2105  16.6028
Si  7.5645  8.4195  19.1629
Si  1.6795  16.3113  23.016
Si  2.2877  7.0035  22.1618
Si  4.27  14.2022  17.2988
Si  7.5026  3.5041  15.7765
Si  7.1521  9.7883  21.6477
O  -2.7267  8.591  0.9095
O  -0.4387  8.5897  -0.1415
O  3.2579  -0.6187  0.3248
O  8.81  2.6618  -0.7527
O  6.1262  2.8472  -1.0561
O  8.9242  -0.6749  -2.3455
O  5.8077  4.8061  0.7449
O  2.456  10.4736  -0.1755
O  6.2262  8.5214  0.8592
O  8.417  4.8953  0.5872
O  5.4604  11.14  10.1537
O  3.3438  2.6006  9.7523
O  3.1914  5.941  9.8501
O  2.9619  10.4765  9.8765
O  3.5524  14.5666  9.6148
O  1.4216  14.3053  11.2627
O  5.932  2.554  9.3628
O  5.7141  6.1058  9.3879
O  7.4617  14.0303  10.0316
O  0.5076  1.8858  -0.9932
O  1.238  5.7814  22.4488
O  8.4083  10.6867  22.2049
O  -1.4413  12.7946  -1.1599
O  6.3274  2.3558  15.9305
O  3.6154  1.1886  19.4444
O  4.3155  4.7942  -1.5272
O  7.5015  1.4567  -2.8189
O  2.5778  6.59  -0.6644
O  2.0676  13.0254  -1.0089
O  -0.2155  3.3598  16.7711
O  5.042  15.3409  16.358
O  2.4749  1.5896  21.7684
O  7.7616  4.0971  -2.7234
O  7.1537  9.7572  20.0108
O  6.1767  8.704  -1.7945
O  6.3664  13.6026  -0.3262
O  4.3652  12.6956  16.6288
O  0.4166  2.2701  11.3202
O  2.1114  9.2771  13.501
O  8.8821  8.0921  11.9528
O  8.615  13.7123  12.5471
O  -0.8703  9.5317  10.6888
O  12.2104  14.3976  15.7003
O  8.71  3.1929  16.8371
O  3.6005  1.7435  14.1297
O  1.815  3.525  15.0441
O  4.8975  17.7173  11.8824
O  4.1684  10.3413  12.2346
O  3.5752  15.3618  12.1201
O  6.0262  1.3261  18.318
O  0.1481  13.1829  13.3379
O  11.1847  11.945  15.6657
O  8.2188  2.2191  11.8311
O  4.8152  6.153  11.9298
O  7.7698  11.6297  11.3162
O  6.0207  13.5007  12.0948
O  2.6733  14.4632  17.3935
O  4.598  5.2873  18.4485
O  8.235  4.5902  10.597
O  -0.0709  7.8774  12.677
O  8.3533  0.8913  14.1303
O  5.4474  7.0337  16.5185
O  7.6913  0.1641  16.5939
O  9.388  14.1665  15.1209
O  -1.4012  1.904  18.6271
O  2.9884  3.704  20.0569
O  1.0957  7.5087  18.0157
O  7.3548  8.2286  22.1422
O  12.6956  1.2947  13.6921
O  -1.4529  1.0909  16.1003
O  8.0614  3.5067  14.2318
O  5.876  16.0603  20.8
O  9.5945  9.6892  15.8072
O  10.347  2.4518  13.3597
O  4.5715  8.2577  13.6495
O  12.2517  8.1924  15.3432
O  -0.7189  15.5072  12.2586
O  8.9662  11.6824  14.2621
O  4.3352  13.2833  14.0989
O  8.249  8.9171  17.8005
O  6.929  13.44  14.5612
O  3.6951  7.7649  18.4663
O  2.2616  4.1184  17.5654
O  -0.1448  4.7812  10.6667
O  12.2804  5.7093  16.1007
O  8.7081  7.5648  19.9918
O  4.0663  10.6458  14.8461
O  6.0885  10.9581  -0.5095
O  1.9051  1.1833  16.2013
O  10.3074  7.3747  16.9164
O  4.9015  14.4197  18.8088
O  -0.8211  0.1935  20.5664
O  2.0493  7.5178  20.6226
O  6.2908  6.3873  14.0243
O  2.1098  12.3467  15.0467
O  11.9534  -0.0367  18.1216
O  9.4757  6.5609  22.3911
O  3.4545  12.6643  11.3681
O  6.2856  7.431  18.9468
O  1.0275  1.9727  19.6425
O  6.9789  4.9848  16.1298
O  11.2024  10.1524  13.8026
O  7.9948  7.4589  15.6584
O  5.6277  15.6442  13.5926

Results
free energy: -144339.455 eV
free energy less fixed offsets of O -569.03, Si -635.61 eV per atom: 11.405 eV
pressure: -0.39 GPa
stress xx, yy, zz, yz, xz, xy (GPa, positive in tension): 0.45, 0.7, 0.03, -0.02, 0.08, 0.22

Forces (eV/angstrom), in the order of the atoms: element, x, y, z
Si  0.0319  0.4564  0.0223
Si  -0.017  -0.0141  -0.1304
Si  -0.3564  -0.467  -0.2242
Si  0.2087  0.3934  0.0804
Si  0.2346  -0.2186  -0.0412
Si  -0.173  -0.1801  0.1533
Si  0.5373  -0.088  -0.4037
Si  -0.0839  0.0214  0.2375
Si  0.08  -0.1104  -0.4313
Si  0.1595  0.6786  -0.4105
Si  0.2019  0.2937  -0.2225
Si  0.4766  -0.488  -0.0958
Si  -0.4467  0.1522  0.408
Si  0.1456  0.0954  0.0939
Si  -0.4339  -0.1968  -0.133
Si  0.2071  0.0438  -0.0855
Si  -0.1531  -0.2357  0.356
Si  0.0606  -0.1495  -0.0923
Si  -0.1433  0.2541  0.2396
Si  -0.2413  0.155  0.0728
Si  -0.0017  0.053  -0.0551
Si  0.091  0.297  -0.2651
Si  0.0133  0.2317  -0.2353
Si  -0.2941  -0.0871  -0.181
Si  -0.0727  -0.036  0.2205
Si  -0.3285  0.0832  0.1711
Si  -0.209  0.0688  0.2357
Si  0.01  -0.066  0.0307
Si  0.1494  -0.0726  0.0829
Si  0.0488  -0.09  0.2231
Si  0.1186  -0.0086  -0.0477
Si  -0.0029  0.3264  0.2119
Si  0.0559  0.1286  -0.0476
Si  -0.0474  0.0039  0.1335
Si  0.1224  0.0345  0.287
Si  0.1544  0.0554  0.0699
Si  0.0458  -0.026  -0.0366
Si  0.2907  -0.1673  -0.0447
Si  -0.0627  -0.1352  -0.126
Si  -0.2311  0.0666  0.1045
Si  0.0385  0.0145  -0.0411
Si  0.1745  0.1028  0.1282
Si  0.1486  0.0081  -0.0048
Si  0.1301  0.0244  0.01
Si  0.1448  0.1288  -0.0929
Si  -0.2156  0.0118  -0.1896
Si  -0.1955  -0.0894  -0.1218
Si  0.0309  0.0266  -0.1008
Si  -0.0011  -0.1154  -0.1561
Si  -0.0408  -0.0099  -0.1843
Si  -0.1694  0.0547  0.0229
Si  -0.058  0.1837  -0.1014
Si  -0.0682  -0.0459  0.0806
Si  -0.4372  0.1601  0.0656
Si  -0.2643  -0.0847  -0.0977
Si  -0.2308  -0.0344  -0.0458
Si  -0.0343  -0.0717  0.1232
Si  -0.0338  -0.0071  0.1388
Si  -0.0169  0.0388  0.0228
Si  -0.0322  -0.0066  -0.061
Si  0.1752  0.1984  0.0951
Si  0.0707  0.1674  0.0489
Si  0.2125  -0.1171  -0.0303
Si  0.0521  0.0432  -0.0981
Si  0.0235  -0.0143  -0.1115
Si  0.1366  -0.0432  -0.268
Si  0.1393  -0.119  -0.0149
Si  -0.1138  -0.0354  -0.0162
Si  0.2206  0.1748  -0.0975
Si  0.1938  0.0177  -0.3292
Si  0.1051  -0.0056  -0.1276
Si  0.23  -0.0543  -0.166
Si  0.2427  -0.3387  -0.226
Si  0.3499  -0.3687  -0.2407
Si  -0.0452  0.1142  0.0442
Si  -0.0723  0.0061  -0.0093
Si  -0.237  -0.1291  -0.184
Si  -0.1908  0.2167  -0.2475
Si  -0.0558  0.0802  0.0725
Si  0.1347  0.032  0.1512
Si  0.0425  -0.2328  -0.3566
Si  0.1285  0.1378  0.0393
Si  0.0599  -0.1455  0.1127
Si  -0.3226  -0.1531  0.4124
Si  -0.173  -0.0629  0.2964
Si  0.0228  -0.1495  -0.1482
Si  0.082  -0.159  0.0682
Si  -0.0272  0.1749  -0.2917
Si  0.0538  -0.1423  0.3366
Si  0.1391  -0.0069  0.208
Si  0.1394  -0.1722  0.1423
Si  0.1704  0.2185  0.0956
Si  0.4199  -0.3169  0.5485
Si  0.2552  0.2881  -0.5059
Si  0.2074  -0.0154  -0.0626
Si  -0.2527  -0.0216  0.0807
Si  -0.0047  0.0642  0.2604
Si  0.3291  0.4931  0.3756
Si  0.1155  -0.0668  0.59
Si  0.4511  0.1046  -0.0031
Si  -0.0373  -0.0019  0.1449
Si  -0.0122  -0.0659  -0.0448
Si  -0.0143  0.3524  -0.3391
Si  0.1324  0.0125  -0.0887
Si  0.0368  0.0198  0.2851
Si  0.0169  0.3308  0.314
Si  -0.3051  0.432  0.146
Si  -0.0324  -0.2721  0.476
Si  -0.4701  -0.0595  -0.4541
Si  0.098  0.0206  -0.0878
Si  -0.0832  0.1512  -0.42
Si  -0.0828  -0.0164  0.2849
Si  0.0888  -0.0997  0.2787
Si  -0.0342  0.0766  0.2577
Si  -0.0111  0.0414  -0.4254
Si  -0.1222  0.0638  0.2348
Si  0.0628  0.0574  0.1591
Si  0.0173  -0.1421  -0.3
Si  0.0457  0.0544  0.1782
Si  0.018  -0.0098  0.2459
Si  0.0399  0.0972  0.0571
Si  0.2079  0.0144  -0.2158
Si  -0.0628  -0.0665  -0.2783
Si  0.0801  0.0369  0.1309
Si  -0.1198  -0.073  0.4559
Si  0.0322  -0.3535  -0.4267
Si  -0.1243  -0.0112  -0.0872
Si  -0.0948  -0.1346  0.0259
Si  0.1358  -0.0261  -0.0695
Si  0.8503  -0.4462  -0.175
Si  0.2148  -0.0424  0.1431
Si  0.0095  0.0785  -0.1386
Si  -0.042  -0.1291  0.1067
Si  -0.0658  -0.4056  -0.2141
O  0.1605  0.0176  -0.0478
O  0.4005  -0.0683  0.2604
O  -0.3651  0.0989  -0.1992
O  0.1758  -0.0925  0.1339
O  0.0528  -0.0519  0.0511
O  -0.1179  -0.0643  0.136
O  0.2744  -0.1973  0.205
O  0.1368  -0.5166  0.1438
O  0.1633  -0.1458  0.0021
O  -0.0224  -0.0996  0.1836
O  0.0259  -0.0554  -0.0368
O  0.0788  -0.1072  0.2021
O  -0.0252  0.0165  0.1501
O  -0.0093  0.0093  -0.1176
O  -0.2065  -0.0202  -0.0816
O  -0.2785  -0.1021  0.0185
O  -0.2718  -0.0726  0.1165
O  -0.2139  0.0068  -0.1355
O  0.2512  -0.0129  -0.1612
O  -0.1263  -0.2723  0.0982
O  -0.0849  -0.0728  0.0578
O  0.1409  0.184  0.2275
O  -0.0642  0.0275  0.0651
O  0.0329  0.0257  -0.0102
O  -0.141  0.0926  0.1837
O  -0.062  0.1925  -0.1535
O  -0.0252  -0.079  0.0775
O  -0.2513  -0.0732  0.0638
O  -0.1769  0.4388  0.0273
O  0.0673  0.0131  0.0119
O  0.0018  -0.0332  0.0903
O  -0.1517  0.0181  0.2118
O  -0.0675  -0.2378  0.2768
O  0.0016  0.0446  0.0842
O  0.0344  0.0413  0.2668
O  -0.1881  0.7025  0.0245
O  -0.0132  0.0054  0.0584
O  -0.0941  -0.0006  0.0595
O  -0.0273  -0.0323  -0.0703
O  -0.429  -0.0132  -0.0978
O  0.1209  0.0442  -0.1639
O  -0.287  -0.1964  0.0724
O  -0.0019  -0.0593  -0.065
O  0.039  -0.0007  0.0057
O  0.0392  0.0002  -0.1996
O  -0.0702  -0.0001  0.0651
O  0.1294  0.1393  -0.3843
O  -0.0027  0.0579  -0.1738
O  -0.0659  -0.1064  -0.2348
O  -0.1405  -0.0694  0.1469
O  -0.0492  0.1946  -0.3799
O  0.0024  -0.0305  -0.0589
O  -0.1062  0.1883  -0.4064
O  -0.1805  0.1042  -0.1769
O  0.0456  0.0731  -0.0016
O  -0.0242  -0.002  -0.1065
O  0.0018  -0.001  0.0546
O  -0.2398  0.0227  0.1165
O  -0.0559  -0.1114  -0.0189
O  -0.2119  -0.1435  -0.2541
O  0.005  0.0338  -0.118
O  -0.1443  -0.0327  0.0544
O  0.0116  0.0276  -0.0674
O  -0.063  0.0338  -0.1604
O  0.1235  -0.1229  0.1894
O  0.0594  0.0138  0.0607
O  0.1094  0.1049  0.1023
O  0.0034  0.0147  0.0679
O  -0.0563  -0.0458  -0.1184
O  0.0213  0.0135  -0.0386
O  0.0293  -0.116  -0.1182
O  0.0678  0.02  0.0979
O  0.025  0.0012  -0.1253
O  0.0076  0.0139  -0.1081
O  0.1101  -0.1086  -0.1296
O  0.0251  0.0075  -0.1052
O  0.0841  -0.2311  -0.0434
O  0.0323  0.0125  -0.1334
O  0.0349  -0.0213  -0.0606
O  0.0122  -0.004  -0.0444
O  0.0815  0.0341  -0.1661
O  -0.2441  -0.0174  0.0433
O  0.137  0.1924  0.27
O  -0.2906  0.4148  0.0284
O  0.0133  0.0839  -0.027
O  -0.1569  -0.0021  0.1561
O  -0.0456  -0.1045  -0.1179
O  -0.1085  -0.1083  0.023
O  -0.0345  0.0088  -0.0223
O  0.1033  -0.003  -0.03
O  -0.0226  0.0563  0.0566
O  -0.0034  -0.1387  0.2444
O  -0.006  0.2007  0.2334
O  0.025  0.0379  -0.1967
O  -0.0365  -0.0223  -0.0654
O  -0.0723  -0.0105  0.1996
O  -0.0097  -0.1907  0.3235
O  -0.0061  -0.0432  -0.1015
O  -0.2061  -0.0938  -0.0467
O  0.0533  0.0056  0.1462
O  -0.0167  0.0943  -0.0312
O  0.0913  -0.1533  -0.1279
O  -0.0119  -0.0297  -0.1347
O  -0.0545  0.065  -0.1964

The program warned: the cutoff lies below the one the program advises for these potential files.
